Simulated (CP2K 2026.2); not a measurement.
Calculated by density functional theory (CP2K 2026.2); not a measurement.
Periodic cell of 504 atoms, Si360O144, from a study of silicon, its oxide and their interface. The atomic structure is a simulated model.
Doubt: the forces sum to 4.49 eV/angstrom along one axis rather than to zero, so they err by at least 0.0089 eV/angstrom per atom on average; the grid cutoff is modest.

Settings: functional PBE; method Gaussian and plane waves; basis set DZVP-MOLOPT-SR-GTH; pseudopotentials GTH-PBE; grid cutoff 300 Ry, relative cutoff 40 Ry; k points Gamma only; occupations fixed; spin none; net charge 0.

Cell vectors (angstrom)
a 16.32 0 0
b 0 16.32 0
c -3.1128 4.1833 34.4909

Atoms and the computed forces on them: element, x, y, z (angstrom), force x, y, z (eV/angstrom)
Si 1.686 -1.602 0.12 -0.209 0.033 0.731
Si 4.343 0.973 -0.003 -0.047 0.26 0.743
Si 1.104 4.374 -0.037 0.19 -0.225 0.735
Si 4.29 6.503 -0.002 -0.085 0.123 0.729
Si 1.032 -6.425 0.217 0.112 -0.19 0.726
Si 3.828 -3.845 0.109 0.135 -0.105 0.774
Si 6.578 -1.222 0.096 0.146 -0.089 0.734
Si 9.767 1.119 0.045 -0.091 0.118 0.765
Si 6.591 4.359 0.002 0.114 -0.16 0.78
Si 9.324 7.077 -0.015 0.104 -0.169 0.795
Si 7.037 9.216 0.005 -0.087 0.175 0.798
Si -6.545 -4.381 -0.024 -0.144 0.149 0.775
Si -4.407 -1.152 -0.016 0.232 -0.098 0.729
Si -1.561 1.647 0 0.063 -0.222 0.725
Si -3.759 3.853 0.055 -0.181 0.022 0.767
Si -1.178 6.503 0.24 0.017 0.196 0.704
Si -4.201 -6.431 0.182 -0.065 -0.188 0.688
Si -1.286 -4.275 0.115 -0.093 0.32 0.619
Si 2.81 -0.055 1.442 0.001 -0.002 -0.058
Si 5.437 2.694 1.23 0.001 0.001 -0.033
Si 2.709 5.416 1.34 0.003 0.014 -0.052
Si 5.432 8.107 1.306 0.018 0.006 -0.068
Si 2.681 -5.372 1.459 0.018 0.003 -0.054
Si 5.411 -2.731 1.437 -0.012 0.004 -0.051
Si 8.163 -0.015 1.34 0.01 0 -0.033
Si -5.382 2.7 1.329 0.014 -0.017 -0.052
Si 8.165 5.499 1.325 -0.017 0.013 -0.041
Si -5.404 8.196 1.309 0 0.002 -0.04
Si 8.19 10.813 1.31 0.012 -0.012 -0.049
Si -5.502 -2.731 1.331 0.002 -0.012 -0.048
Si -2.756 0.019 1.244 0.001 -0.022 -0.049
Si 0.026 2.75 1.319 -0.008 0.012 -0.075
Si -2.687 5.332 1.522 -0.01 -0.023 -0.035
Si -0.039 8.189 1.424 -0.001 -0.003 -0.03
Si -2.754 -5.326 1.591 -0.002 -0.012 -0.022
Si -0.017 -2.696 1.325 -0.011 0.015 -0.035
Si 1.384 1.363 2.668 -0.023 -0.009 0.006
Si 4.061 4.01 2.661 0.012 -0.001 0.02
Si 1.393 6.829 2.722 0.003 -0.012 0.005
Si 4.088 9.504 2.674 0.007 -0.009 0.005
Si 1.301 -4.027 2.79 -0.007 -0.001 0.039
Si 4.113 -1.38 2.847 -0.003 -0.013 0.043
Si 6.813 1.393 2.664 -0.003 0.013 0.015
Si 9.536 4.088 2.637 -0.016 -0.004 0.009
Si 6.792 6.802 2.733 0.018 0.01 0.03
Si 9.55 9.511 2.732 -0.01 -0.005 0.031
Si 6.824 12.19 2.676 0.018 0 0.013
Si -6.848 -1.396 2.719 -0.001 0.001 0.028
Si -4.059 1.337 2.718 0.001 0.015 0.029
Si -1.292 4.015 2.826 0.021 -0.02 0.046
Si -4.093 6.796 2.701 -0.003 0.026 0.009
Si -1.405 -6.811 2.815 -0.007 0.005 0.02
Si -4.124 -3.945 2.823 -0.014 0.019 0.018
Si -1.377 -1.308 2.643 -0.017 0.004 0.017
Si -0.004 0.018 4.032 0.006 0.004 -0.002
Si 2.722 2.701 4.07 0.013 0.011 -0.003
Si 0.044 5.454 4.103 -0.016 0.011 -0.011
Si 2.748 8.169 4.081 -0.023 0.002 0.001
Si -0.019 -5.434 4.13 -0.004 -0.001 -0.017
Si 2.698 -2.717 4.15 -0.005 0.014 0
Si 5.488 0.034 4.096 0.005 -0.003 -0.011
Si 8.173 2.741 4.028 -0.004 -0.015 -0.002
Si 5.424 5.4 4.036 0 0 -0.013
Si 8.164 8.162 4.087 0 0.001 -0.018
Si 5.45 10.855 4.047 -0.003 -0.001 -0.002
Si 8.138 -2.755 4.08 -0.005 0.008 0.008
Si -5.452 -0.018 4.056 0.009 -0.004 -0.021
Si -2.707 2.67 4.12 0.011 -0.004 -0.006
Si -5.455 5.436 4.047 0.003 -0.007 -0.003
Si -2.761 8.135 4.117 0.009 0 0.021
Si -5.452 -5.413 4.105 -0.014 -0.011 -0.016
Si -2.705 -2.622 4.106 0.011 -0.002 0.001
Si 1.363 -1.336 16.276 0.009 -0.01 -0.01
Si 4.036 1.362 16.262 0.003 -0.011 -0.016
Si 1.344 4.075 16.34 0.001 -0.011 -0.001
Si 4.084 6.759 16.331 -0.002 -0.001 -0.004
Si 1.337 -6.818 16.308 0.011 -0.003 -0.01
Si 4.061 -4.093 16.262 -0.01 -0.001 -0.01
Si 6.812 -1.365 16.247 0.001 0.01 -0.021
Si -6.78 1.379 16.315 0 -0.002 -0.004
Si 6.811 4.107 16.314 0.005 0.005 -0.007
Si -6.792 6.8 16.346 0.008 0.004 -0.006
Si 6.827 9.494 16.297 -0.005 0.006 -0.012
Si -6.773 -4.085 16.323 -0.017 0.009 0.003
Si -4.064 -1.343 16.331 0.007 -0.001 -0.007
Si -1.362 1.405 16.339 0.005 0 -0.003
Si -4.059 4.112 16.342 0.005 0.027 -0.01
Si -1.377 6.794 16.36 -0.001 -0.014 -0.009
Si -4.087 9.508 16.369 -0.002 0.004 0.003
Si -1.379 -4.087 16.331 -0.004 -0.008 0
Si 2.688 0.029 17.662 0.007 0.019 0.018
Si 5.394 2.732 17.575 0.005 0 -0.008
Si 2.69 5.429 17.709 0.017 0.014 0.024
Si 5.516 8.082 17.65 0.01 -0.008 -0.021
Si 2.729 -5.475 17.627 -0.01 0.007 0.006
Si 5.4 -2.686 17.568 0.004 -0.003 -0.01
Si 8.195 -0.047 17.611 -0.012 -0.003 0.013
Si -5.443 2.777 17.679 -0.005 -0.009 -0.009
Si 8.17 5.453 17.721 -0.014 -0.015 -0.011
Si -5.432 8.125 17.742 0.001 -0.01 0.025
Si 8.186 10.851 17.654 0.007 -0.012 0.019
Si -5.415 -2.709 17.69 0 0.006 0.008
Si -2.738 0.063 17.687 -0.001 -0.01 -0.001
Si 0.001 2.734 17.745 -0.019 0.006 0.005
Si -2.701 5.43 17.761 -0.009 0.012 0.006
Si -0.027 -8.149 17.702 0.012 0.003 -0.014
Si -2.734 -5.441 17.731 0.01 0.001 -0.016
Si 0.015 -2.697 17.615 0.008 0.008 0.014
Si 1.36 1.362 19.102 -0.005 -0.006 -0.021
Si 4.072 4.036 19.019 -0.001 -0.028 -0.042
Si 1.318 6.817 19.066 0.002 -0.01 -0.028
Si 4.133 -6.879 18.913 -0.004 0.005 -0.037
Si 1.364 -4.086 18.947 0.009 -0.006 -0.056
Si 4.053 -1.353 18.966 0.004 -0.024 -0.015
Si 6.74 1.308 18.824 -0.004 -0.011 -0.05
Si -6.803 4.093 19.083 0.013 0.016 0.007
Si 6.837 6.779 19.141 -0.014 0.031 -0.002
Si -6.823 9.473 19.084 -0.009 -0.01 -0.032
Si 6.785 -4.028 18.862 -0.002 -0.008 -0.028
Si 9.579 -1.325 19.052 -0.003 0.018 -0.01
Si -4.101 1.453 19.055 0.026 -0.015 -0.019
Si -1.323 4.095 19.158 0.01 0.003 -0.024
Si -4.071 6.761 19.144 -0.009 0.002 -0.027
Si -1.38 -6.808 19.097 -0.01 0.011 -0.002
Si -4.087 -4.066 19.09 -0.008 0.011 -0.003
Si -1.307 -1.291 18.963 0.019 0.005 -0.024
Si 0.016 -0.009 20.466 -0.014 -0.011 0.062
Si 2.737 2.704 20.452 0.003 0.024 0.053
Si 0.007 5.505 20.547 0.003 0.008 0.033
Si 2.781 8.146 20.326 0.005 -0.014 0.037
Si -0.011 -5.384 20.358 -0.007 0.019 0.06
Si 2.731 -2.737 20.302 -0.01 0.011 0.052
Si 5.427 0.012 20.262 0.008 0.012 0.062
Si 8.042 2.642 20.18 -0.02 -0.019 0.047
Si 5.424 5.375 20.407 -0.009 -0.004 0.064
Si 8.183 8.12 20.576 0.021 0.016 0.052
Si 5.493 -5.457 20.155 0.024 0.005 0.045
Si 8.125 -2.728 20.263 0.002 0.009 0.018
Si -5.461 0.154 20.453 -0.017 -0.026 0.03
Si -2.703 2.705 20.492 0.01 -0.015 0.037
Si -5.438 5.375 20.547 -0.01 0.018 0.074
Si -2.717 -8.146 20.518 -0.024 -0.013 0.057
Si -5.472 -5.455 20.428 -0.001 -0.019 0.035
Si -2.675 -2.611 20.303 -0.007 0.008 0.053
Si 1.166 -1.675 21.679 0.09 0.212 -0.775
Si 4.31 1.47 21.714 -0.267 -0.108 -0.724
Si 1.633 4.327 21.763 -0.127 -0.155 -0.749
Si 3.859 6.528 21.693 0.069 0.162 -0.768
Si 1.689 -6.486 21.512 -0.176 -0.132 -0.743
Si 3.971 -4.327 21.478 0.101 0.239 -0.743
Si 6.997 -1.133 21.537 -0.098 -0.178 -0.767
Si -7.236 1.2 21.679 0.313 0.124 -0.701
Si 6.515 3.679 21.597 0.045 0.218 -0.732
Si -6.473 7.006 21.906 -0.233 -0.135 -0.741
Si 6.952 -6.496 21.65 -0.024 -0.246 -0.71
Si 9.182 -4.306 21.608 0.157 0.037 -0.735
Si -3.774 -0.987 21.596 -0.065 -0.042 -0.795
Si -1.537 1.159 21.826 0.219 0.13 -0.724
Si -3.835 4.22 21.89 -0.329 -0.29 -0.679
Si -1.641 6.584 21.908 0.373 0.292 -0.681
Si -4.32 -6.992 21.795 0.118 0.179 -0.782
Si -1.145 -3.762 21.643 -0.094 -0.139 -0.767
Si 0.017 0.542 -4.721 0.053 -0.072 0.083
Si 6.531 1.818 26.214 -0.034 0.123 0.039
Si 6.132 8.133 -6.625 0.022 -0.057 -0.109
Si -3.196 -2.337 -5.082 0.121 0.044 0.131
Si 2.071 4.075 -3.055 -0.089 -0.021 0.223
Si -0.252 -0.366 -1.868 0.012 0.129 0.059
Si 7.42 -3.764 25.899 0.037 0.011 -0.075
Si 0.794 -7.343 -2.505 0.01 -0.088 0.08
Si -3.107 -4.969 23.844 -0.057 0.038 -0.209
Si 5.591 7.93 26.721 0.066 -0.068 0.032
Si -4.897 6.311 -5.044 -0.043 -0.067 0.07
Si -2.498 -2.455 -1.98 -0.114 -0.101 -0.019
Si 8.115 -1.137 -4.43 -0.046 0.061 -0.017
Si -6.649 5.598 24.752 0.037 0.003 -0.159
Si -5.517 5.286 -2.143 -0.069 0.023 0.129
Si 1.058 6.666 -7.694 0.006 0.104 -0.112
Si -4.451 -5.139 -5.747 -0.005 -0.167 -0.03
Si -6.868 -5.253 -7.27 -0.119 0.044 0.128
Si 5.021 -7.828 23.8 -0.095 0.027 -0.128
Si -0.411 3.343 -4.793 0.043 0.119 -0.006
Si -8.071 3.081 23.901 -0.005 -0.016 -0.129
Si -2.249 -7.916 -1.803 0.11 0.03 0.176
Si 6.407 1.683 -7.024 0.056 0.061 0
Si 1.841 -2.809 -5.897 -0.003 0.028 -0.059
Si 5.69 -2.927 23.723 0.015 -0.076 -0.092
Si -0.318 3.974 -7.568 -0.133 -0.024 -0.11
Si 2.043 -7.175 24.319 0.065 0.004 -0.024
Si -6.277 -2.501 26.338 -0.102 -0.019 0.12
Si -0.841 -1.386 -6.849 0.069 0.01 -0.013
Si -3.205 -7.601 -4.582 0.074 0.024 -0.088
Si 3.955 1.624 -2.948 -0.062 -0.013 0.121
Si -3.939 4.359 24.927 0.007 -0.02 -0.097
Si -5.341 -2.779 23.664 0.028 -0.095 -0.124
Si -2.851 4.203 -6.122 0.069 0.036 -0.023
Si 2.831 -0.252 -5.091 0.014 -0.038 -0.035
Si -0.698 -7.412 -6.415 -0.094 0.075 0.08
Si 6.821 1.501 -3.883 -0.026 -0.058 0.004
Si -4.93 2.276 -7.128 -0.026 0.021 -0.011
Si 3.806 -1.749 26.023 0.01 0.035 -0.002
Si 5.572 -5.31 -2.12 0.039 -0.037 0.121
Si 4.05 6.107 -7.697 -0.001 -0.07 -0.05
Si 0.883 7.338 26.318 -0.006 0.147 -0.098
Si 7.823 -3.143 -2.149 -0.029 -0.035 0.23
Si 4.301 -7.028 -4.455 -0.071 0.043 0.039
Si -1.832 6.565 24.97 0.052 0 -0.162
Si 6.908 -1.329 -7.313 0.028 -0.005 0.066
Si 3.874 -1.614 -7.557 0.007 0.036 0.031
Si 1.553 -5.818 -5.102 0.097 -0.194 -0.05
Si 0.41 2.405 23.945 -0.053 -0.025 -0.161
Si -7.759 3.089 -2.12 0.018 0.026 0.241
Si 2.563 0.043 23.881 0.089 -0.04 -0.127
Si -7.442 6.582 -6.706 -0.043 0.127 -0.043
Si 2.927 6.985 -2.819 -0.03 0.049 0.142
Si -5.542 -0.607 -5.891 -0.008 -0.088 -0.001
Si 1.336 -1.332 5.449 -0.015 0.007 0.01
Si 4.089 1.362 5.441 -0.004 -0.008 0.011
Si 1.389 4.079 5.446 -0.009 -0.004 0.009
Si 4.093 6.78 5.42 0.014 -0.009 0.002
Si 1.374 9.523 5.446 -0.002 -0.005 0.01
Si 4.089 12.215 5.436 0.006 -0.003 0.003
Si 6.813 -1.363 5.442 -0.006 0 0.011
Si 9.516 1.365 5.401 0 -0.001 0.004
Si 6.803 4.075 5.41 -0.005 -0.001 0.003
Si -6.804 6.787 5.432 -0.003 0.006 0.006
Si 6.8 9.518 5.439 0.013 0.006 0.003
Si 9.499 12.238 5.464 0.006 0.008 0.008
Si -4.087 -1.318 5.467 0.012 0.008 0.011
Si -1.343 1.335 5.463 0.003 -0.002 0.012
Si -4.082 4.078 5.417 -0.004 0.001 0.001
Si -1.36 6.79 5.447 0.013 0.002 0.012
Si -4.098 -6.791 5.455 -0.01 0 0.012
Si -1.379 -4.049 5.451 -0.005 -0.001 0.004
Si 2.718 0.011 6.802 0.001 0.005 0.006
Si 5.45 2.725 6.792 0 -0.002 -0.003
Si 2.737 5.441 6.804 0.003 -0.001 0.001
Si 5.444 8.146 6.789 -0.001 -0.002 0.001
Si 2.733 10.871 6.812 0.003 -0.005 -0.002
Si 5.438 -2.723 6.792 -0.003 0.007 -0.004
Si 8.176 0.003 6.789 0.005 -0.006 0
Si -5.447 2.721 6.778 0.003 -0.007 -0.004
Si -8.168 5.433 6.788 -0.003 -0.006 0.003
Si 10.866 8.156 6.8 0 0.006 -0.001
Si 8.144 10.878 6.816 -0.006 0.002 0.004
Si -5.441 -2.714 6.801 0.001 0.001 0
Si -2.719 0.01 6.834 0.001 -0.006 0.003
Si 0.012 2.722 6.798 -0.006 0 0.005
Si -2.724 5.429 6.795 0.003 0.003 0
Si 0.002 8.162 6.795 0 0.004 0.005
Si -2.73 -5.427 6.803 0.005 0 0.005
Si -0.008 -2.705 6.812 -0.008 0.007 -0.005
Si 1.366 1.369 8.166 0.004 0 -0.006
Si 4.095 4.083 8.161 0.011 0.007 0.002
Si 1.362 6.8 8.154 -0.008 -0.004 -0.005
Si 4.087 9.504 8.161 -0.004 0.003 -0.006
Si 1.364 -4.077 8.156 0.001 0.005 -0.002
Si 4.075 -1.364 8.153 -0.007 -0.013 -0.004
Si 6.806 1.357 8.149 -0.008 -0.006 -0.004
Si -6.804 4.076 8.147 0 -0.001 -0.006
Si 6.803 6.795 8.154 0 0.002 0.001
Si 9.511 9.515 8.164 -0.007 -0.002 0.004
Si 6.792 -4.074 8.168 0 -0.001 -0.006
Si -6.794 -1.351 8.162 0.013 0.009 -0.004
Si -4.088 1.38 8.163 0.019 0.007 0.005
Si -1.36 4.077 8.155 0.002 -0.007 0.003
Si -4.08 6.8 8.152 0.002 0 -0.005
Si -1.358 -6.791 8.151 0.009 0.005 -0.004
Si -4.088 -4.075 8.165 -0.01 -0.001 0.001
Si -1.367 -1.361 8.182 -0.01 -0.006 0.001
Si 0 0.008 9.523 0 0.004 -0.001
Si 2.727 2.728 9.519 -0.006 0 -0.003
Si -0.002 5.444 9.512 0 0.002 0.001
Si 2.718 8.156 9.522 0.006 -0.003 0.002
Si 0.001 -5.437 9.518 0 0.001 0.002
Si 2.719 -2.721 9.52 0.002 0.004 0.002
Si 5.442 -0.003 9.509 -0.004 -0.002 -0.003
Si -8.157 2.717 9.515 -0.002 -0.003 -0.002
Si 5.446 5.443 9.523 0.002 0 -0.002
Si 8.158 8.152 9.52 -0.008 0 -0.002
Si 5.438 -5.446 9.521 0.002 -0.001 0
Si -8.157 -2.714 9.518 0.001 0.004 -0.003
Si -5.437 0.008 9.524 0.001 -0.01 -0.006
Si -2.724 2.731 9.522 -0.011 -0.001 0
Si -5.442 5.439 9.51 -0.001 -0.003 0.005
Si -2.717 8.164 9.509 0.007 0.008 0.002
Si -5.445 -5.441 9.518 0.006 0.004 -0.001
Si -2.728 -2.723 9.532 0.008 -0.006 0.001
Si 1.357 -1.358 10.877 0 -0.007 0.001
Si 4.082 1.36 10.87 0.006 -0.002 -0.002
Si 1.359 4.087 10.872 0.006 -0.001 -0.001
Si 4.079 6.798 10.88 -0.001 -0.006 0.002
Si 1.356 9.517 10.882 0.001 0.005 0
Si 4.075 -4.088 10.88 -0.003 -0.005 0
Si 6.804 -1.356 10.877 -0.002 -0.004 -0.003
Si -6.798 1.365 10.884 0.006 -0.006 -0.001
Si -9.512 4.082 10.876 -0.01 0.003 0
Si 9.524 6.797 10.878 -0.007 0.011 0.003
Si 6.801 9.514 10.877 0.006 0.004 0
Si -6.799 -4.078 10.878 -0.005 -0.004 0.001
Si -4.081 -1.355 10.886 0.004 0.004 0.002
Si -1.367 1.366 10.876 -0.002 0.001 -0.002
Si -4.081 4.091 10.882 0.015 -0.001 -0.001
Si -1.36 6.806 10.876 0.003 -0.005 0
Si -4.077 9.521 10.873 -0.008 0.004 -0.001
Si -1.363 -4.083 10.883 -0.005 0.004 -0.001
Si 2.715 0.006 12.23 0.001 -0.001 0.002
Si 5.44 2.724 12.227 0.004 -0.004 -0.003
Si 2.714 5.442 12.239 0 0.003 0.004
Si 5.44 8.158 12.237 0 0.006 -0.002
Si 2.714 10.875 12.245 0.002 0 0.004
Si 5.447 -2.728 12.227 0.001 0.001 0.001
Si 8.163 0.004 12.243 -0.008 0 0.001
Si -5.435 2.726 12.243 -0.004 0.003 0.002
Si -8.152 5.437 12.241 0.001 -0.008 0.002
Si 10.888 8.16 12.233 0.016 0.004 0
Si 8.17 10.868 12.231 -0.009 0 -0.003
Si -5.438 -2.721 12.242 -0.003 -0.001 -0.002
Si -2.72 0.007 12.243 0.001 -0.007 0.001
Si -0.013 2.736 12.227 -0.003 -0.007 -0.003
Si -2.723 5.454 12.242 -0.004 0.006 0.003
Si -0.003 8.157 12.248 0.002 0.001 0.004
Si -2.72 -5.445 12.243 0.007 0.001 -0.002
Si -0.009 -2.713 12.237 0.002 -0.002 0
Si 1.338 1.37 13.577 -0.002 0.009 -0.001
Si 4.075 4.076 13.587 0.003 -0.005 -0.003
Si 1.355 6.792 13.612 0.017 -0.013 0.006
Si 4.073 9.505 13.601 0.001 0.005 0.003
Si 1.341 -4.082 13.591 -0.007 0.008 -0.001
Si 4.085 -1.36 13.572 0.007 -0.006 0.005
Si 6.804 1.379 13.591 -0.009 0.002 0.002
Si -6.786 4.088 13.608 0.002 -0.001 0.012
Si 6.805 6.8 13.593 -0.005 0.004 0.005
Si 9.539 9.52 13.598 -0.01 0 -0.004
Si 6.806 -4.099 13.582 0.012 -0.009 -0.004
Si 9.528 -1.358 13.602 -0.005 -0.002 0.008
Si -4.07 1.372 13.606 0.011 -0.007 0.002
Si -1.361 4.098 13.6 -0.003 -0.002 -0.002
Si -4.08 6.811 13.609 -0.011 0.011 0.005
Si -1.372 9.51 13.61 -0.004 0.006 0.01
Si -4.076 -4.081 13.603 0.006 -0.005 0.004
Si -1.365 -1.353 13.605 0.004 0 0.001
Si -0.019 0.03 14.956 0.001 0.004 0
Si 2.683 2.733 14.933 0.004 -0.012 -0.003
Si -0.012 5.444 14.985 -0.006 0.008 -0.004
Si 2.723 8.14 14.974 -0.008 0.006 0
Si -0.017 -5.443 14.96 0.007 0.005 0.007
Si 2.712 -2.712 14.921 0.008 -0.004 -0.003
Si 5.436 0.012 14.925 0.004 -0.004 0.001
Si 8.168 2.733 14.961 -0.005 0.004 -0.002
Si 5.44 5.434 14.941 0.004 -0.003 0.008
Si 8.187 8.147 14.947 -0.001 0.006 -0.003
Si 5.449 10.859 14.945 -0.003 0 0
Si 8.174 -2.75 14.936 -0.01 -0.008 -0.003
Si -5.427 0.009 14.961 -0.002 -0.001 0.003
Si -2.717 2.748 14.966 -0.004 0.002 0.001
Si -5.431 5.452 14.976 0.01 -0.001 -0.007
Si -2.729 8.158 14.991 0.002 -0.003 0
Si -5.419 -5.45 14.972 0.003 0.001 0.002
Si -2.722 -2.716 14.965 0.001 0 -0.001
O 1.935 -1.168 23.017 -0.034 -0.39 0.184
O 2.749 -2.73 -0.424 0.023 -0.027 -0.554
O -3.127 -6.865 -0.963 0.175 0.21 -0.242
O 8.116 -0.062 22.059 0.091 0.023 0.515
O -1.701 -7.113 -7.631 0.359 0.124 -0.377
O -4.349 4.656 -1.226 0.346 0.23 0.042
O -0.821 -0.03 -5.966 -0.328 0.642 -0.269
O 8.083 -5.406 22.139 -0.114 0.168 0.631
O 7.466 2.749 -7.574 -0.085 -0.035 0.005
O -6.899 6.322 23.325 -0.36 -0.026 0.155
O 5.171 6.847 -6.808 -0.087 -0.11 0.321
O -3.792 -5.571 -7.172 -0.027 0.002 -0.272
O -2.665 0.04 22.25 0.171 0.168 0.529
O -4.156 3.721 23.429 -0.196 -0.366 0.186
O 3.587 1.387 -1.389 -0.779 -0.094 0.036
O -5.495 -0.018 -0.497 0.011 -0.077 -0.261
O 5.497 -0.113 -0.443 -0.1 -0.144 -0.585
O 1.223 -7.132 22.929 -0.631 -0.119 0.054
O 5.431 5.418 -0.49 -0.005 -0.081 -0.292
O 4.95 2.201 26.247 -0.158 -0.211 -0.477
O -7.209 1.841 -1.254 -0.29 -0.164 -0.581
O 6.935 -3.75 24.354 0.568 -0.364 -0.069
O -8.14 8.149 -0.509 0.04 0.029 -0.444
O 6.477 1.63 -5.431 -0.199 -0.269 0.048
O -5.343 -5.425 -0.457 0.146 0.174 -0.446
O -0.768 1.066 -1.313 0.081 0.29 -0.289
O -5.995 -1.925 24.865 -0.054 0.608 -0.163
O -4.859 5.834 -3.503 0.483 -0.007 0.177
O -7.103 2.066 23.068 0.641 0.126 0.522
O 3.848 4.535 -7.31 -0.253 -0.045 0.516
O -2.659 2.763 -0.505 -0.123 -0.097 -0.406
O 1.043 -6.239 -3.637 -0.04 0.296 0.147
O 0.172 2.921 25.459 -0.597 0.245 0.237
O 4.748 -2.324 24.861 -0.177 -0.138 -0.275
O 2.744 5.446 22.229 -0.068 -0.061 0.53
O -5.33 0.827 -6.575 0.042 -0.007 -0.013
O -7.501 6.406 25.845 -0.153 0.188 -0.182
O -3.722 2.842 -6.213 0.16 -0.288 0.31
O 5.596 -7.347 -5.358 0.224 0.161 0.344
O 0.737 4.123 -3.975 -0.265 0.597 0.154
O -0.127 -5.363 -0.248 -0.113 -0.098 -0.507
O 5.821 8.1 25.135 0.355 0.076 -0.266
O -0.779 -7.379 -2.177 -0.077 0.327 -0.265
O -6.588 4.127 -2.459 0.152 0.066 -0.727
O -6.274 6.477 -1.349 0 0.152 -0.455
O -7.143 4.057 24.77 0.283 -0.14 0.179
O 3.034 -6.462 -5.321 -0.033 0.2 -0.668
O -3.688 -6.301 23.131 0.035 -0.191 0.372
O 6.708 -4.243 -2.548 -0.029 0.086 -0.573
O -0.047 -0.455 -3.456 0.059 -0.341 -0.307
O -2.089 -2.238 -6.263 0.091 -0.107 -0.204
O 3.649 -7.029 24.139 0.017 0.326 0.024
O 3.814 0.69 23.069 0.22 0.182 0.523
O -7.231 -3.828 -1.399 0.204 0.161 -0.266
O -1.378 -1.428 -1.459 -0.157 -0.136 0.254
O 1.681 3.898 -1.486 -0.025 -0.239 0.14
O -2.084 7.024 -1.006 -0.426 -0.048 -0.38
O 3.03 2.84 -3.471 0.087 -0.004 -0.887
O 2.648 6.892 -7.512 0.174 0.381 -0.068
O 4.494 -4.565 -1.18 -0.267 -0.226 -0.374
O 6.034 -6.934 22.921 -0.232 0.223 0.078
O -1.902 4.382 -7.452 -0.112 0.028 -0.461
O -7.294 -3.767 26.131 0.259 -0.506 -0.014
O -3.947 5.365 -5.949 0.024 0.059 -0.467
O 5.407 2.6 22.156 0.268 -0.005 0.564
O 2.304 -1.751 -4.754 0.178 -0.242 0.498
O 1.548 0.724 -5.219 0.225 0.486 -0.675
O 1.007 3.653 23.108 -0.159 0.067 0.189
O 7.282 -0.024 -3.596 0.046 -0.183 0.532
O -5.912 -1.677 -7.037 0.316 -0.117 0.084
O 2.954 -0.552 25.336 -0.052 0.232 0.392
O -0.924 1.855 23.185 -0.101 0.026 0.277
O 0.022 -2.741 22.179 -0.246 -0.139 0.278
O 4.776 -3.878 22.811 -0.159 0.049 0.273
O -2.061 -3.858 -1.282 -0.132 -0.586 -0.423
O 6.711 0.222 26.331 0.074 -0.204 -0.61
O 2.796 -5.359 21.942 -0.033 0.03 0.418
O 7.353 3.809 -1.324 -0.005 0.17 -0.243
O 1.393 7.528 -2.914 -0.463 -0.362 -0.497
O 5.454 -1.967 -7.633 0.111 -0.402 -0.152
O 4.892 2.081 -7.391 -0.24 -0.262 0.361
O -2.474 5.069 25.021 0.446 -0.362 0.078
O 0.195 7.621 -6.741 -0.051 -0.201 0.464
O -3.822 -6.107 -4.614 -0.267 0.365 0.594
O 2.931 -2.984 26.598 -0.284 -0.034 -0.359
O 0.673 5.189 -7.236 0.169 -0.098 0.004
O -5.385 -8.14 22.286 0.116 -0.023 0.234
O 4.614 7.151 22.992 0.55 -0.439 0.331
O 2.9 5.444 -3.288 0.462 -0.08 -0.524
O -4.517 -1.712 22.821 0.062 0.316 0.159
O -7.988 -2.431 -3.498 0.223 -0.139 -0.208
O -5.073 5.513 25.126 0.12 0.183 0.007
O -1.939 -4.343 22.929 0.061 -0.077 0.213
O -1.685 -7.639 -5.151 0.067 0.039 0.291
O 3.038 -2.889 -6.995 0.179 -0.591 -0.195
O 3.855 7.904 -3.758 0.463 -0.423 -0.342
O -3.112 8.12 -3.109 -0.291 -0.241 -0.078
O 1.653 -6.928 -1.198 0.517 -0.389 -0.096
O 7.401 4.061 22.915 -0.112 0.397 0.116
O -4.08 3.212 26.074 -0.09 -0.307 -0.164
O -2.443 -5.314 25.252 0.117 -0.031 -0.059
O -3.903 -1.921 -1.374 -0.274 0.039 -0.407
O -1.335 6.987 23.472 0.473 0.489 0.197
O 6.307 -6.51 -1.322 -0.238 -0.178 -0.203
O -0.554 6.693 25.956 0.127 -0.392 0.115
O -6.552 -3.484 22.877 -0.173 0.164 0.484
O 6.271 -1.705 22.863 -0.098 0.318 0.367
O -2.555 -2.494 -3.593 0.044 -0.313 -0.138
O -3.011 7.561 25.489 -0.512 -0.035 -0.404
O -0.034 5.506 -0.375 -0.226 -0.139 -0.28
O 6.813 0.25 -7.64 0.23 0.118 -0.378
O -6.247 3.219 -7.09 -0.058 0.212 0.504
O 0.499 -2.265 -6.626 0.108 0.078 -0.192
O 1.636 -4.222 -5.196 -0.057 0.076 0.368
O -6.08 -5.183 -5.848 -0.305 0.189 0.348
O 3.533 7.077 -1.32 0.028 0.429 0.066
O 7.193 -2.018 -1.178 -0.092 -0.16 -0.361
O -0.622 1.895 -4.132 -0.379 -0.174 0.345
O -8.061 5.157 -7.123 -0.481 -0.082 0.216
O 0.399 -6.251 -6.157 -0.216 0.105 -0.389
O 7.289 -1.566 -5.757 -0.151 -0.367 0.118
O 5.536 1.936 -3.01 0.161 0.193 0.126
O 3.633 -0.383 -6.506 0.304 0.489 -0.136
O -1.816 4.161 -4.856 -0.193 0.147 0.378
O 1.138 -0.789 -1.179 0.087 0.328 -0.536
O 1.468 -5.991 25.26 -0.223 0.485 -0.15
O -6.77 -0.52 -4.847 0.114 0.404 0.157
O 1.459 1.193 24.028 0.005 -0.127 -0.241
O 6.717 -5.031 26.589 0.218 -0.294 -0.312
O 3.731 0.32 -3.885 0.129 -0.207 0.126
O 6.886 -2.406 26.545 -0.115 0.073 0.151
O 7.663 7.616 -6.406 0.129 0.292 0.089
O -4.069 -3.642 -5.377 -0.107 0.056 0.154
O 7.83 -5.362 -7.234 -0.236 0.267 0.369
O 8.012 2.519 -3.517 0.295 0.166 -0.318
O 7.222 2.272 24.836 -0.452 -0.042 -0.165
O 4.766 -5.916 -3.375 -0.264 0.09 -0.325
O -2.771 5.432 22.087 -0.119 -0.07 -0.005
O -0.013 2.969 -6.332 0.37 -0.583 -0.156
O -4.312 -3.936 24.113 -0.146 -0.156 0.305
O 1.7 7.711 24.971 0.242 -0.459 -0.318
O -6.464 6.354 -5.439 -0.376 -0.267 0.477
O -4.282 7.784 -5.328 -0.312 0.193 -0.49
O -4.185 -1.057 -5.132 0.273 0.258 0.11

Results
total energy: -101658.704 eV
total energy less fixed offsets of O -438.25, Si -107.07 eV per atom: -5.504 eV
